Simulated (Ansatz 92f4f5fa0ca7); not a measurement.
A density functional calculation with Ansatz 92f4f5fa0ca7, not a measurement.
Periodic cell of 220 atoms, Si132O88, from a study of silicon, its oxide and their interface. The atomic structure is a simulated model.
Doubt: the cutoff is far below the 930 eV that the study's wrapper takes by default for these files, so forces and energies are approximate.
This geometry differs little from another in the collection (a relaxation step or a small displacement).

Settings: functional PBE; potential files Ansatz PAW; basis plane waves; wave-function cutoff 580 eV; density cutoff ratio 5; exchange-correlation grid ratio 1; k mesh 1 x 1 x 1, Gamma-centred; self-consistency stop 5e-08 eV per atom in the density residual; occupations fixed; spin none; net charge 0.

Cell vectors (angstrom)
a, 10.938, 0, 0
b, 0, 10.938, 0
c, 0, 0, 33.3132

Atoms: element, x, y, z (angstrom)
Si, -0.2086, 0.1932, 25.7494
Si, 5.969, -0.5552, 25.7666
Si, 2.8523, 2.7975, 25.8399
Si, 8.3393, 2.3165, 25.9157
Si, -0.4854, 6.0037, 25.7246
Si, 5.3626, 5.6893, 25.7941
Si, 3.0129, 7.8361, 25.8233
Si, 8.2228, 8.2203, 26.1473
Si, 1.4168, 1.3565, 27.0639
Si, 6.8616, 1.1404, 27.2371
Si, 4.2218, 4.1047, 27.1765
Si, 9.5212, 4.1248, 26.9884
Si, 1.326, 6.7912, 27.1224
Si, 6.8092, 6.799, 27.2905
Si, 4.1804, 9.4689, 27.0828
Si, 9.6841, 9.6205, 27.2587
Si, 2.7717, -0.0372, 28.4525
Si, 8.264, -0.0615, 28.6262
Si, 0.0131, 2.7645, 28.4363
Si, 5.5265, 2.6675, 28.5196
Si, 2.7392, 5.4324, 28.5093
Si, 8.2205, 5.4032, 28.5293
Si, 0.0724, 8.1886, 28.5534
Si, 5.4618, 8.1942, 28.5854
Si, 4.1018, 1.3673, 29.895
Si, 9.5708, 1.3673, 29.895
Si, 1.3673, 4.1018, 29.895
Si, 6.8362, 4.1018, 29.895
Si, 4.1018, 6.8362, 29.895
Si, 9.5708, 6.8362, 29.895
Si, 1.3673, 9.5708, 29.895
Si, 6.8362, 9.5708, 29.895
Si, 0, 0, 31.2622
Si, 5.469, 0, 31.2622
Si, 2.7345, 2.7345, 31.2622
Si, 8.2035, 2.7345, 31.2622
Si, 0, 5.469, 31.2622
Si, 5.469, 5.469, 31.2622
Si, 2.7345, 8.2035, 31.2622
Si, 8.2035, 8.2035, 31.2622
Si, 1.3673, 1.3673, 32.6295
Si, 6.8362, 1.3673, 32.6295
Si, 4.1018, 4.1018, 32.6295
Si, 9.5708, 4.1018, 32.6295
Si, 1.3673, 6.8362, 32.6295
Si, 6.8362, 6.8362, 32.6295
Si, 4.1018, 9.5708, 32.6295
Si, 9.5708, 9.5708, 32.6295
Si, 2.7345, 0, 0.6835
Si, 8.2035, 0, 0.6835
Si, 0, 2.7345, 0.6835
Si, 5.469, 2.7345, 0.6835
Si, 2.7345, 5.469, 0.6835
Si, 8.2035, 5.469, 0.6835
Si, 0, 8.2035, 0.6835
Si, 5.469, 8.2035, 0.6835
Si, 4.1018, 1.3673, 2.0507
Si, 9.5708, 1.3673, 2.0507
Si, 1.3673, 4.1018, 2.0507
Si, 6.8362, 4.1018, 2.0507
Si, 4.1018, 6.8362, 2.0507
Si, 9.5708, 6.8362, 2.0507
Si, 1.3673, 9.5708, 2.0507
Si, 6.8362, 9.5708, 2.0507
Si, 0, 0, 3.418
Si, 5.469, 0, 3.418
Si, 2.7345, 2.7345, 3.418
Si, 8.2035, 2.7345, 3.418
Si, 0, 5.469, 3.418
Si, 5.469, 5.469, 3.418
Si, 2.7345, 8.2035, 3.418
Si, 8.2035, 8.2035, 3.418
Si, 1.2606, 1.4868, 4.7593
Si, 6.8086, 1.3929, 4.8203
Si, 4.1073, 4.0769, 4.8257
Si, 9.521, 4.1438, 4.8523
Si, 1.3594, 6.8428, 4.7542
Si, 6.7947, 6.8897, 4.827
Si, 4.1304, 9.572, 4.801
Si, 9.5414, 9.5984, 4.6383
Si, 2.6463, 0.0446, 5.9489
Si, 8.2723, -0.0014, 6.0302
Si, -0.0736, 2.8334, 6.3224
Si, 5.45, 2.7011, 6.3029
Si, 2.7466, 5.547, 6.1547
Si, 8.1027, 5.478, 6.225
Si, -0.0846, 8.2408, 5.9453
Si, 5.5388, 8.33, 6.3103
Si, 3.6633, 1.5406, 7.395
Si, 9.792, 1.0495, 7.4692
Si, 1.6117, 4.0221, 7.5752
Si, 6.536, 4.3583, 7.6588
Si, 4.3369, 6.6788, 7.4829
Si, 9.3753, 7.1076, 7.332
Si, 1.0782, 9.8085, 7.1925
Si, 7.2933, 9.4695, 7.5739
O, 1.8653, 3.8888, 25.1082
O, 7.1497, 9.2614, 25.3512
O, 2.7182, 2.85, 7.8129
O, 8.3557, 8.2421, 8.0255
O, 5.3933, 5.5112, 7.9581
O, 0.0574, -0.016, 7.8557
O, 4.1594, 6.7354, 25.3024
O, 9.5378, 1.2913, 25.349
O, 1.7603, 8.971, 8.3933
O, 1.3598, 4.6026, 9.3342
O, 8.9926, 1.3269, 8.8774
O, 6.9858, 10.4646, 8.8785
O, 3.6711, 0.6958, 8.8274
O, 3.6489, 7.1914, 8.8806
O, 7.0534, 3.8796, 9.1554
O, 10.4271, 6.3205, 8.3568
O, 3.8481, 2.1125, 24.714
O, 5.4221, 0.011, 24.3121
O, 7.2156, 2.7015, 24.7439
O, 11.1163, 5.6912, 24.2415
O, 9.2823, 7.1515, 25.3773
O, 2.2911, 8.4525, 24.476
O, 6.2131, 5.1484, 24.4666
O, 0.3749, 10.3545, 24.3941
Si, 2.4532, 8.0786, 9.529
Si, 10.996, 6.7037, 14.3034
Si, -0.0053, -5.1442, 17.1457
Si, 4.1638, 0.8651, 23.708
Si, 7.4347, -2.0311, 20.3008
Si, 8.2868, 0.8047, 21.2093
Si, 1.7136, 9.7367, 23.6512
Si, 10.4882, 9.4692, 14.4008
Si, 3.9069, 9.8189, 11.756
Si, 4.9329, 16.1587, 12.0371
Si, 6.9196, 1.7932, 16.7782
Si, 4.6241, 7.4659, 20.2203
Si, 13.2141, 8.5222, 14.0892
Si, 3.744, 1.5279, 10.2432
Si, 7.9281, 11.466, 9.8427
Si, 1.7184, 8.3705, 20.7763
Si, 2.5256, -5.4093, 21.241
Si, 2.1803, 4.0001, 10.9015
Si, 8.2469, 4.3914, 17.5255
Si, 6.9491, 3.9164, 23.6703
Si, 12.6099, 3.6592, 18.7923
Si, 6.3696, 3.0902, 10.4379
Si, 4.5249, 2.9635, 18.3894
Si, 7.9395, -0.2508, 14.9918
Si, 10.3163, 4.5077, 12.1804
Si, -1.3683, 3.1216, 22.5469
Si, 6.219, 7.9184, 12.2938
Si, 8.5676, 9.6286, 12.27
Si, 5.5497, 2.3179, 21.369
Si, 12.0208, 4.4072, 23.7859
Si, 9.8577, 2.7112, 19.663
Si, 11.1914, 5.9662, 9.7373
Si, -5.3493, 5.8735, 17.6485
Si, -0.8621, -2.6043, 19.0069
Si, 7.9976, 10.1083, 17.7008
Si, 4.7786, 6.7895, 14.653
O, 7.6203, 10.2886, 13.451
O, 6.9882, 9.5358, 18.8533
O, 7.8076, 8.1848, 11.9856
O, -1.5913, 1.1857, 20.0085
O, 4.5466, 5.4868, 13.6262
O, 7.5032, 9.6375, 16.2032
O, -1.4288, -1.3828, 18.0537
O, 4.8843, 13.5706, 9.9306
O, 5.4214, 9.2429, 11.7549
O, 1.3215, 7.0986, 10.1822
O, 7.0575, 1.1072, 15.289
O, 8.4742, 4.2165, 23.1247
O, 5.6168, 6.6127, 11.4892
O, 1.4833, 6.7775, 21.0764
O, -2.1362, 7.9885, 20.039
O, 10.1217, 9.5697, 12.7845
O, 15.7385, 4.4867, 17.9156
O, 6.0502, 8.1264, 20.8258
O, 2.8258, -0.0291, 23.6354
O, 3.1241, 9.5301, 13.1376
O, 5.9994, 3.5138, 22.4034
O, 9.9644, 3.5731, 21.0444
O, 2.2341, 4.3562, 20.1589
O, -5.9354, 6.9971, 18.6923
O, 0.5285, -2.1083, 19.7442
O, 8.6483, 10.4866, 10.901
O, 11.6203, 6.2076, 15.7375
O, 12.0134, 4.2676, 12.0039
O, 9.6067, 10.6591, 15.1239
O, 10.2589, 5.5466, 13.4845
O, 0.4097, 2.6372, 19.0132
O, 3.9869, 11.4211, 11.4566
O, 1.3205, 7.3526, 13.4308
O, 12.0973, 9.5446, 14.7865
O, 7.195, 5.6004, 17.8994
O, 3.4239, -3.2482, 14.932
O, 12.073, 4.8706, 17.8536
O, 10.98, 3.2048, 23.3733
O, 5.9156, 18.6393, 13.8927
O, 2.2128, 4.8309, 22.6911
O, 6.8478, 1.4819, 20.8951
O, 5.3297, -4.612, 16.1066
O, 1.4455, -1.6703, 22.1205
O, -2.1901, 3.5517, 18.8285
O, 9.5595, 4.9845, 16.7885
O, 9.3935, 3.276, 12.1556
O, 4.5061, 1.374, 22.2025
O, 3.3083, -2.431, 20.2545
O, 2.9058, 2.7575, 18.1874
O, 3.5437, 4.8512, 11.1942
O, 6.0416, 4.0317, 11.7461
O, 9.9855, 7.9401, 14.7547
O, -6.0706, 2.8409, 19.9932
O, 7.8651, 11.7541, 17.716
O, 7.9771, -0.8092, 21.307
O, 4.0627, 6.1504, 21.0868
O, 8.939, 1.5825, 22.5265
O, 2.4148, 2.4256, 10.6028
O, 18.4278, 3.3041, 16.584
O, 3.0307, 9.0764, 10.6251
O, 10.1393, 5.5579, 10.8455
O, 7.1161, 1.6632, 10.6751
O, 10.5025, -3.9057, 18.1242
O, 5.4157, 1.9237, 17.4656

Results
free energy: -133958.181 eV
free energy less fixed offsets of O -568.88, Si -635.61 eV per atom: 3.779 eV

Forces (eV/angstrom), in the order of the atoms: element, x, y, z
Si, -0.0008, -0.0006, -0.0007
Si, 0.0001, 0.0001, 0.0037
Si, -0.0005, 0.0017, -0.0009
Si, -0.002, -0.0004, 0.0023
Si, 0.0019, -0.0003, 0.001
Si, 0, -0.0009, -0.0014
Si, -0.0011, 0.001, 0.0036
Si, -0.0002, 0.0003, 0.0011
Si, 0.0003, -0.0007, 0.0032
Si, 0.0004, -0.0004, 0.0011
Si, -0.0004, -0.0012, 0.0029
Si, -0.0001, 0, 0.0018
Si, -0.0004, -0.0005, 0.0007
Si, 0.0001, -0.0006, 0.0038
Si, 0.0003, -0.0006, 0.0014
Si, 0.0002, -0.0008, 0.0033
Si, 0.0002, 0.0001, 0.0008
Si, -0.0007, 0.0006, 0.0002
Si, -0.0003, 0.0004, 0.0022
Si, 0.0002, 0.0002, 0.0002
Si, 0.0002, 0.0008, 0.0011
Si, -0.0006, 0.0002, 0.0009
Si, -0.0003, 0.0003, 0.0001
Si, -0.0003, 0.0002, 0.0005
Si, -0.0736, -0.1646, -0.2876
Si, 0.3095, 0.4741, -0.0073
Si, -0.0268, -0.1671, -0.1637
Si, 0.1507, -0.4227, 0.1118
Si, -0.3886, -0.1115, 0.1538
Si, 0.0815, -0.1201, -0.1922
Si, 0.4754, 0.1139, 0.0281
Si, 0.0342, -0.2581, 0.5687
Si, 0.1228, 0.1513, -0.0473
Si, -0.0027, 0.0073, 0.0091
Si, -0.0988, -0.0508, -0.0499
Si, 0.0158, 0.0794, 0.0352
Si, -0.0388, 0.0407, -0.0124
Si, -0.0932, -0.0398, -0.0511
Si, -0.0028, 0.0409, 0.0308
Si, -0.1375, -0.0398, 0.0159
Si, 0.0059, -0.05, 0.0125
Si, 0.0354, -0.0425, -0.0231
Si, 0.0181, -0.0048, -0.0237
Si, 0.0018, -0.0362, -0.0147
Si, 0.0498, 0.0274, -0.029
Si, 0.0862, -0.0162, -0.0017
Si, 0.0019, -0.0591, -0.0255
Si, 0.0054, -0.0098, -0.0333
Si, 0.02, -0.0162, -0.0105
Si, -0.058, 0.0448, 0.0149
Si, -0.0315, 0.0384, 0.0214
Si, -0.0275, 0.0179, 0.0424
Si, -0.0706, 0.0548, 0.0084
Si, 0.0148, -0.01, -0.0003
Si, -0.0208, -0.0262, 0.0414
Si, -0.0308, 0.0716, 0.0143
Si, -0.0601, -0.0863, 0.047
Si, 0.0699, -0.086, -0.0529
Si, 0.0813, -0.0253, -0.0111
Si, 0.0884, 0.0496, 0.0553
Si, -0.026, -0.061, -0.0069
Si, -0.1061, -0.0141, 0.017
Si, 0.1535, 0.1604, 0.0293
Si, 0.035, -0.1051, -0.0299
Si, 0.0114, 0.58, -0.6411
Si, 0.0798, 0.096, 0.0888
Si, -0.0851, 0.2712, -0.0397
Si, -0.0442, 0.0611, 0.3445
Si, -0.1635, -0.1851, 0.1299
Si, -0.1366, 0.1346, 0.3137
Si, 0.2912, -0.0107, 0.02
Si, -0.466, -0.3106, -0.4882
Si, -0.0001, -0.0021, 0.0031
Si, -0.0001, 0.0013, 0.0004
Si, 0.0018, -0.0002, -0.0006
Si, 0.0006, -0.0016, 0.0004
Si, -0.0002, 0, 0.0012
Si, 0.0017, -0.0007, 0.003
Si, -0.0022, 0.0019, 0.0015
Si, 0.0015, -0.0017, 0.002
Si, 0.0007, 0.0001, 0.004
Si, -0.0022, 0.0001, -0.0028
Si, 0.0035, 0.0032, 0
Si, 0.0006, -0.0009, 0.0009
Si, 0.0096, 0.0154, -0.0118
Si, -0.0029, 0.0011, 0.0004
Si, -0.0016, 0.0007, 0.0012
Si, -0.0036, -0.0031, -0.002
Si, -0.0004, -0.0018, -0.0065
Si, 0.004, 0.0048, 0.0022
Si, -0.0091, -0.0277, 0.0255
Si, 0.0012, 0.0035, -0.0053
Si, 0.0034, -0.001, -0.0056
Si, -0.0026, 0.0018, -0.0039
Si, 0.0003, 0.0024, -0.023
Si, 0.0024, 0.0004, 0.0024
O, 0.0004, -0.0008, -0.0003
O, -0.0015, 0.0017, -0.0021
O, -0.011, 0.0127, -0.0041
O, -0.0009, 0.0018, 0.0022
O, -0.0007, 0, 0.0035
O, -0.0028, 0.0015, 0.0043
O, 0.001, -0.0002, -0.002
O, 0.0004, -0.0011, -0.0007
O, 0.0003, -0.0023, 0.0149
O, -0.007, 0.005, -0.0051
O, 0.0005, -0.0004, 0.0007
O, 0, -0.0029, -0.0017
O, -0.0011, -0.0004, 0.0035
O, -0.0046, 0.0022, 0.0041
O, -0.001, -0.0015, 0.005
O, -0.0034, 0.0005, -0.0012
O, -0.0004, -0.0002, 0.0001
O, -0.0004, 0, 0.0002
O, -0.0001, 0.0003, -0.0001
O, 0.0006, -0.0012, 0.0004
O, -0.0008, 0.0008, -0.0015
O, 0.0006, -0.0004, 0.0004
O, -0.0004, 0.0006, 0.0015
O, -0.0006, 0.0003, 0.0008
Si, 0.0045, 0, -0.0083
Si, 0.0136, 0.0149, 0.0105
Si, -0.0026, -0.0016, 0.0009
Si, -0.0002, 0.0002, 0.0005
Si, 0.0001, -0.0003, 0.0004
Si, 0.0004, -0.0006, 0.0007
Si, 0.0003, 0, -0.0001
Si, -0.0027, 0.0044, -0.0005
Si, 0.0002, 0.0037, -0.0041
Si, 0.01, -0.0022, 0.0011
Si, -0.0001, 0.0014, 0.0008
Si, 0, 0, 0.0008
Si, 0.0011, 0.0012, 0.0048
Si, 0.0029, -0.0022, -0.0051
Si, -0.0031, 0.002, -0.0008
Si, -0.0004, 0.001, 0.0019
Si, -0.0007, -0.001, 0.0025
Si, -0.0045, 0.0011, -0.0092
Si, -0.0022, -0.0004, 0.0006
Si, 0.0001, -0.0005, 0.0006
Si, 0.0008, -0.0007, 0.001
Si, 0.0068, 0.0047, 0.0002
Si, -0.0004, -0.0001, 0.0002
Si, -0.0012, 0.0021, 0.0025
Si, 0.0661, 0.0513, 0.0017
Si, 0.0004, -0.0001, 0.002
Si, -0.0003, -0.0001, -0.0021
Si, -0.0022, 0, -0.0026
Si, -0.0012, 0.0007, 0.0014
Si, -0.0006, 0.0011, 0.0015
Si, -0.0014, 0.0008, -0.0001
Si, -0.0014, -0.0179, 0.0063
Si, 0.0004, -0.0012, 0.0017
Si, -0.0006, -0.0007, 0.0008
Si, -0.0008, 0.0019, 0.0017
Si, 0.0011, -0.0008, 0.0023
O, 0.0002, -0.0007, 0.0007
O, -0.0006, -0.0005, 0.0006
O, -0.0005, -0.0009, 0.0028
O, -0.0009, -0.0002, 0.0005
O, -0.0021, 0, 0.0002
O, -0.0003, -0.0007, 0.0001
O, 0.0003, -0.0007, 0.0004
O, -0.0049, -0.0002, 0.0019
O, 0.0014, 0, 0.0024
O, -0.0022, 0.0024, 0.0039
O, -0.0008, -0.0007, 0.0008
O, -0.0008, 0, 0
O, -0.0017, -0.0003, 0.0024
O, -0.0002, -0.0004, 0.0001
O, -0.0006, 0.0001, 0.0004
O, 0.0013, -0.0008, 0.0038
O, -0.0001, 0.0009, 0.0007
O, -0.0009, 0.0001, 0.0007
O, 0.0001, 0, 0.0005
O, -0.0011, 0.0015, 0.0007
O, 0.0002, -0.0003, 0.0005
O, 0, 0.0002, 0.0008
O, -0.0005, 0.0013, 0.0011
O, -0.001, 0.0007, 0.0006
O, -0.0002, -0.0007, -0.0001
O, 0, 0.0015, -0.0002
O, -0.0039, -0.0008, 0.0001
O, -0.0196, 0.0004, 0.0111
O, 0.0005, -0.0017, -0.0004
O, -0.0099, -0.0214, -0.0074
O, -0.0016, -0.0001, 0.0006
O, -0.0015, -0.0009, 0.0004
O, -0.0055, -0.0056, 0.0001
O, -0.001, -0.0018, -0.0006
O, -0.0009, 0.0006, 0
O, -0.0026, 0.0006, 0.0002
O, -0.0004, 0.0014, -0.0019
O, 0.0005, 0.0004, 0.0005
O, 0, -0.0001, -0.0003
O, -0.0007, -0.0002, 0.0004
O, -0.0004, 0.0002, 0.0006
O, -0.0016, 0.0004, -0.0006
O, -0.0001, 0.0002, 0.0002
O, 0.0009, -0.0005, 0.0014
O, 0.0036, 0.003, 0.0009
O, -0.0299, -0.0467, -0.0019
O, -0.0001, -0.0001, 0.0007
O, -0.001, 0.0001, 0.0002
O, -0.0008, 0.0006, 0.0007
O, 0.0029, 0.0035, 0.0048
O, -0.0069, 0.0037, 0.001
O, -0.0009, -0.0043, -0.0013
O, -0.0005, -0.0001, 0.0016
O, 0.0002, -0.001, 0.0005
O, -0.0004, 0.001, 0.0005
O, -0.0009, -0.0001, 0
O, -0.0006, 0, 0.0006
O, -0.002, -0.0034, 0.0056
O, -0.0005, 0.0002, 0.0015
O, 0.0014, 0.0001, 0.0062
O, -0.0004, 0.0124, -0.0164
O, 0.0012, -0.0045, 0.0014
O, -0.0003, 0.0012, 0.0004
O, -0.0016, 0.0004, 0.0012

The program warned: the cutoff lies below the one the program advises for these potential files; the exchange-correlation potential is rough where the density is thin.
